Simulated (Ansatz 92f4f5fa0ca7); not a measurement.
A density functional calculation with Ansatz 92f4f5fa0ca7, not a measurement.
Periodic cell of 212 atoms, Si132O80, from a study of silicon, its oxide and their interface. The atomic structure is a simulated model.
Doubt: the cutoff is low for norm-conserving oxygen, so forces and energies are approximate.
Doubt: the program's own warning below bears on the result.

Settings
functional: HSE06
potential files: SPMS norm-conserving
basis: plane waves
wave-function cutoff: 800 eV
density cutoff ratio: 4
exchange-correlation grid ratio: 1
k mesh: 1 x 1 x 1, Gamma-centred
occupations: fixed
spin: none
net charge: 0

Cell vectors (angstrom)
a 10.938 0 0
b 0 10.938 0
c 0 0 31.7421

Atoms: element, x, y, z (angstrom)
Si -0.3881 0.3562 24.3498
Si 6.1787 -0.5567 24.3298
Si 2.1357 3.3136 24.405
Si 8.6194 2.0944 24.3131
Si 0.4835 5.0919 24.2533
Si 4.7508 6.113 24.3192
Si 3.0402 7.9309 24.4699
Si 7.767 8.5374 24.3102
Si 1.2824 1.4577 25.6221
Si 6.9289 1.2443 25.7113
Si 4.0324 4.1775 25.5335
Si 9.5599 4.0589 25.3938
Si 1.3709 6.7947 25.6594
Si 6.7045 6.8429 25.5356
Si 4.2127 9.6371 25.5521
Si 9.525 9.5435 25.5699
Si 2.7386 0.0402 26.8959
Si 8.2595 -0.075 27.0619
Si -0.0717 2.7956 26.9798
Si 5.4626 2.7441 26.8874
Si 2.7388 5.4601 27.0282
Si 8.1752 5.4489 26.8359
Si -0.0163 8.2014 26.9318
Si 5.4623 8.2293 26.9942
Si 4.1018 1.3673 28.3238
Si 9.5708 1.3673 28.3238
Si 1.3673 4.1018 28.3238
Si 6.8362 4.1018 28.3238
Si 4.1018 6.8362 28.3238
Si 9.5708 6.8362 28.3238
Si 1.3673 9.5708 28.3238
Si 6.8362 9.5708 28.3238
Si 0 0 29.6911
Si 5.469 0 29.6911
Si 2.7345 2.7345 29.6911
Si 8.2035 2.7345 29.6911
Si 0 5.469 29.6911
Si 5.469 5.469 29.6911
Si 2.7345 8.2035 29.6911
Si 8.2035 8.2035 29.6911
Si 1.3673 1.3673 31.0583
Si 6.8362 1.3673 31.0583
Si 4.1018 4.1018 31.0583
Si 9.5708 4.1018 31.0583
Si 1.3673 6.8362 31.0583
Si 6.8362 6.8362 31.0583
Si 4.1018 9.5708 31.0583
Si 9.5708 9.5708 31.0583
Si 2.7345 0 0.6835
Si 8.2035 0 0.6835
Si 0 2.7345 0.6835
Si 5.469 2.7345 0.6835
Si 2.7345 5.469 0.6835
Si 8.2035 5.469 0.6835
Si 0 8.2035 0.6835
Si 5.469 8.2035 0.6835
Si 4.1018 1.3673 2.0507
Si 9.5708 1.3673 2.0507
Si 1.3673 4.1018 2.0507
Si 6.8362 4.1018 2.0507
Si 4.1018 6.8362 2.0507
Si 9.5708 6.8362 2.0507
Si 1.3673 9.5708 2.0507
Si 6.8362 9.5708 2.0507
Si 0 0 3.418
Si 5.469 0 3.418
Si 2.7345 2.7345 3.418
Si 8.2035 2.7345 3.418
Si 0 5.469 3.418
Si 5.469 5.469 3.418
Si 2.7345 8.2035 3.418
Si 8.2035 8.2035 3.418
Si 1.3979 1.3413 4.7387
Si 6.7932 1.3849 4.8678
Si 4.1516 4.0701 4.768
Si 9.5561 4.0995 4.7956
Si 1.3898 6.8561 4.8483
Si 6.8154 6.8438 4.7109
Si 4.0894 9.6089 4.8994
Si 9.6447 9.4983 4.6897
Si 2.6699 0.0797 6.3176
Si 8.2739 -0.0916 5.9781
Si 0.0444 2.724 6.0615
Si 5.3906 2.7528 6.3588
Si 2.8347 5.4778 6.1255
Si 8.1465 5.4916 6.1005
Si 0.0138 8.2321 6.2392
Si 5.5483 8.1864 6.171
Si 3.4426 1.9848 7.5785
Si 10.0167 0.8902 7.1591
Si 1.7476 3.7812 7.302
Si 6.3368 4.6705 7.3793
Si 4.6325 6.394 7.3988
Si 9.2588 7.0685 7.4149
Si 0.769 10.137 7.499
Si 7.4927 9.0366 7.2552
O 0.7912 9.9599 9.1787
O 1.1669 4.5617 8.6538
O 5.2794 -1.4348 10.6045
O 7.0444 9.8558 8.6304
O 3.5624 1.6604 9.2126
O 4.561 6.6655 9.1074
O 6.524 4.9961 9.1949
O 9.8569 6.1437 8.7052
O 2.4363 2.9228 22.8029
O 6.3008 10.8607 22.701
O 7.6781 2.2802 22.9198
O 0.3562 5.6052 22.6741
O 2.3187 8.6284 23.1119
O 8.1713 8.0459 22.7704
O 4.8771 5.8042 22.706
O 11.3105 10.5823 23.0185
Si 0.3244 3.6658 14.9317
Si 6.8761 11.2006 14.0577
Si 3.9504 2.1026 10.7369
Si 3.3888 1.7112 22.2856
Si 1.879 10.102 22.5649
Si 4.8095 10.2264 11.9952
Si 13.3472 11.2013 19.8675
Si 6.3652 13.4571 17.0182
Si 9.6812 3.4247 19.6935
Si 2.7285 17.5678 19.4007
Si -1.4768 13.3035 16.9233
Si 1.5838 8.6222 15.6212
Si 1.0749 6.2775 12.1632
Si 10.4142 11.5842 19.0657
Si 9.5368 6.069 13.9775
Si 5.4282 14.1203 14.3469
Si 11.0066 5.8651 21.0836
Si 6.3945 12.4356 22.2431
Si -1.0312 2.0241 10.0133
Si 5.346 5.7413 21.1606
Si 5.9083 6.3891 9.9964
Si 6.9955 16.0369 12.4338
Si 2.5406 14.5584 12.9413
Si 11.533 10.7183 10.6315
Si 8.8217 10.9554 11.8352
Si 13.1329 9.0587 12.5725
Si 6.6948 3.257 20.0064
Si 8.5649 9.2488 18.8375
Si 8.1322 7.4217 21.2601
Si 6.6978 3.4329 10.0692
Si 6.7945 -1.7068 10.0939
Si 6.2941 10.4649 17.0277
Si -0.1643 5.0132 9.4801
Si -0.9504 7.5508 16.6182
Si 1.4613 5.8658 16.8017
Si 3.5664 9.3564 17.8121
O 8.3854 11.1826 13.4004
O 7.8136 -1.047 11.138
O 10.2556 10.2331 11.5447
O 2.4041 5.6273 18.1235
O 9.59 6.7037 20.9715
O 4.9249 2.1104 22.6792
O 9.7302 3.5316 18.0524
O -4.0147 10.4623 15.514
O 3.0661 8.0758 18.6999
O 0.4611 12.345 10.4165
O 6.7894 17.4405 21.0536
O 6.1754 1.7499 14.049
O 1.3842 6.6031 20.3842
O 3.4907 10.6421 18.8072
O 9.1853 17.8978 15.3093
O 6.993 -3.3375 9.9008
O 14.0612 12.4325 20.6856
O 13.669 13.8415 11.4857
O -0.9898 3.6372 9.8201
O 5.9848 -0.6608 13.0896
O 10.8374 17.642 13.2244
O 4.0953 6.2524 20.2247
O -3.0337 13.3583 16.4361
O 2.0512 7.0462 15.8068
O 5.8602 5.9785 11.575
O 4.3038 0.7881 11.6306
O 6.5653 1.7372 20.6307
O 8.2217 16.9571 13.0038
O 1.098 11.6497 19.0254
O -0.0334 17.2969 17.2808
O 7.5592 4.0024 11.3599
O 5.4454 14.3006 15.9709
O 2.9749 11.243 23.0606
O 10.7871 4.4175 20.3439
O 8.9746 8.092 17.7569
O 7.9097 8.5866 20.1565
O 12.775 18.6041 11.8112
O 6.3532 3.3 18.4291
O 1.3243 15.4289 15.9395
O 2.1915 16.1552 12.7378
O 7.4576 10.1959 18.1265
O 5.6139 4.192 20.7612
O 2.5825 9.5469 16.5185
O -5.2177 11.9771 17.2496
O 9.5082 1.2114 8.6781
O 10.9842 8.7683 16.1659
O 10.5123 13.3953 15.6997
O 3.8928 14.256 13.8153
O -0.9915 1.8468 20.094
O 7.178 2.5576 8.866
O 9.7897 11.8634 17.5916
O -1.0942 10.104 19.421
O 1.2385 13.956 13.7419
O 12.8771 10.0496 20.9371
O 10.0073 15.5003 14.3841
O 1.5743 9.1113 14.0743
O 0.3377 5.675 10.8621
O 8.2026 3.8421 20.236
O 3.7905 9.2089 12.7285
O -5.8302 9.348 17.2451
O 5.2126 3.1364 10.7142
O 1.827 10.3192 11.6037
O 6.2803 4.4073 13.7037
O 8.8638 1.5217 11.1789

Results
free energy: -50787.683 eV
free energy less fixed offsets of O -447.96, Si -113.29 eV per atom: 3.397 eV
gap between the highest filled and lowest empty level on this k mesh: 1.418 eV

The program warned: the cutoff lies below the one the program advises for these potential files; the model core charge is not resolved on the grid; the forces do not sum to zero within the program's tolerance; the exchange-correlation potential is rough where the density is thin.
